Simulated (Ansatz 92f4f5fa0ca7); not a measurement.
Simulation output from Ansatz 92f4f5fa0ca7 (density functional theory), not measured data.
Periodic cell of 208 atoms, Si128O80, from a study of silicon, its oxide and their interface. The atomic structure is a simulated model.
Doubt: the cutoff is far below the 930 eV that the study's wrapper takes by default for these files, so forces and energies are approximate.

Settings: functional PBE; potential files Ansatz PAW; basis plane waves; wave-function cutoff 580 eV; density cutoff ratio 5; exchange-correlation grid ratio 1; k mesh 1 x 1 x 1, Gamma-centred; self-consistency stop 5e-08 eV per atom in the density residual; occupations fixed; spin none; net charge 0.

Cell vectors (angstrom)
a	10.938	0	0
b	0	10.938	0
c	0.4687	0.8381	30.8612

Atoms: element, x, y, z (angstrom)
Si	2.1314	-0.831	23.2824
Si	4.8435	1.8261	23.2573
Si	1.5461	5.2262	23.3926
Si	4.4817	-2.9768	23.3671
Si	-3.6616	-0.2616	23.3758
Si	-1.2948	2.5431	23.3639
Si	7.4233	4.7718	23.4411
Si	-0.743	-3.5663	23.5032
Si	3.1767	0.8285	24.6036
Si	5.8841	3.501	24.6729
Si	3.2338	-4.5926	24.6594
Si	6.0641	-1.8858	24.6918
Si	-2.2671	0.9289	24.8124
Si	0.4561	3.5547	24.6365
Si	8.63	6.2653	24.8156
Si	0.4754	-1.8927	24.657
Si	1.8262	2.1935	26.0207
Si	4.5542	4.9267	26.0252
Si	1.8413	-3.2505	26.0634
Si	4.5851	-0.5242	26.0309
Si	7.2661	2.2336	26.1192
Si	10.0549	4.8985	26.0911
Si	7.3109	7.6737	26.1131
Si	-0.8716	-0.512	26.0537
Si	0.4687	0.8381	27.4429
Si	3.2032	3.5726	27.4429
Si	0.4687	6.3071	27.4429
Si	3.2032	-1.8964	27.4429
Si	5.9377	0.8381	27.4429
Si	8.6722	3.5726	27.4429
Si	5.9377	6.3071	27.4429
Si	8.6722	-1.8964	27.4429
Si	1.3673	-1.3673	3.418
Si	4.1018	1.3673	3.418
Si	1.3673	4.1018	3.418
Si	4.1018	-4.1018	3.418
Si	6.8362	-1.3673	3.418
Si	-1.3673	1.3673	3.418
Si	6.8362	4.1018	3.418
Si	-1.3673	6.8362	3.418
Si	2.7103	0.0057	4.8196
Si	5.4839	2.7239	4.7856
Si	2.7094	5.4735	4.7317
Si	5.5008	-2.7429	4.7584
Si	-2.712	0.0077	4.7803
Si	0.0053	2.6952	4.7877
Si	8.2143	5.4719	4.813
Si	-0.0276	-2.7062	4.8388
Si	1.3208	1.3384	6.253
Si	4.0679	4.0969	6.0539
Si	1.355	-4.1347	6.1168
Si	4.158	-1.3494	6.0924
Si	-4.0428	1.3968	6.1506
Si	-1.3727	4.0517	6.1426
Si	6.853	-4.0833	6.1809
Si	-1.4036	-1.2997	6.2484
Si	-0.3819	0.3586	7.6788
Si	2.5758	2.9274	7.4601
Si	0.3022	-5.8462	7.405
Si	3.0142	-2.9777	7.3042
Si	5.7665	-0.2177	7.4295
Si	-2.587	2.6297	7.6231
Si	5.1685	5.6978	7.359
Si	-3.0007	-2.4649	7.5565
Si	1.836	-0.5291	28.8102
Si	4.5705	2.2054	28.8102
Si	1.836	4.9399	28.8102
Si	4.5705	7.6744	28.8102
Si	7.305	-0.5291	28.8102
Si	-0.8985	2.2054	28.8102
Si	7.305	4.9399	28.8102
Si	10.0395	-3.2636	28.8102
Si	3.2032	0.8381	30.1774
Si	5.9377	3.5726	30.1774
Si	3.2032	6.3071	30.1774
Si	5.9377	-1.8964	30.1774
Si	-2.2658	0.8381	30.1774
Si	0.4687	3.5726	30.1774
Si	8.6722	-4.6309	30.1774
Si	0.4687	-1.8964	30.1774
Si	1.3673	1.3673	0.6835
Si	4.1018	4.1018	0.6835
Si	1.3673	6.8362	0.6835
Si	4.1018	-1.3673	0.6835
Si	6.8362	1.3673	0.6835
Si	-1.3673	4.1018	0.6835
Si	6.8362	-4.1018	0.6835
Si	-1.3673	-1.3673	0.6835
Si	0	0	2.0507
Si	2.7345	2.7345	2.0507
Si	0	5.469	2.0507
Si	2.7345	-2.7345	2.0507
Si	5.469	0	2.0507
Si	8.2035	2.7345	2.0507
Si	5.469	5.469	2.0507
Si	8.2035	-2.7345	2.0507
Si	0.1581	-5.1013	10.272
Si	1.0039	-0.7812	20.4031
Si	7.2952	4.4882	14.4918
Si	6.8741	-4.6636	12.0673
Si	0.2815	1.3557	15.9168
Si	3.945	0.2013	12.4182
Si	2.746	5.0122	20.5803
Si	-1.9924	-2.9907	10.5378
Si	2.3131	0.5034	18.0414
Si	8.555	1.0797	21.0145
Si	4.9252	-0.7176	18.4668
Si	0.016	-0.754	10.6685
Si	6.4285	4.0118	9.788
Si	5.6187	1.8084	20.3516
Si	6.9293	-3.0476	19.0674
Si	5.6776	6.1798	21.1468
Si	8.6663	-2.2304	16.7979
Si	-1.4248	-2.546	20.6771
Si	-0.7034	4.204	15.3237
Si	4.6061	4.4386	15.7672
Si	1.0239	1.0312	13
Si	2.5182	-4.6212	14.2161
Si	4.4342	1.6363	9.7051
Si	5.6716	2.1074	14.2445
Si	2.1937	-2.8333	10.1355
Si	3.8707	3.2287	18.511
Si	4.2423	-2.8853	12.3531
Si	0.1934	-4.0186	16.2829
Si	0.9832	-3.5615	19.2878
Si	6.811	0.0045	16.2977
Si	-1.8724	0.3922	18.0209
Si	0.8526	4.1982	12.7108
O	0.966	-3.6188	17.6566
O	-0.392	5.407	16.3725
O	4.5211	2.938	15.0828
O	2.3682	-2.2367	8.6373
O	8.678	3.82	22.9362
O	3.2258	2.3467	8.8683
O	7.7194	3.3582	8.9975
O	1.4812	4.0639	7.9868
O	2.0804	4.5363	21.981
O	1.5517	0.5871	16.5998
O	2.465	0.2656	13.1113
O	0.1566	-0.2445	9.1289
O	0.3476	4.5095	11.1945
O	-0.4666	-5.4262	8.8111
O	-2.3366	-3.0871	8.9482
O	-0.5643	-1.1519	20.6769
O	-1.4302	-1.4977	10.9056
O	6.6927	5.2846	22.0518
O	1.6514	-2.1826	19.8534
O	3.2991	-1.9313	22.8415
O	-1.6217	-3.0374	22.21
O	5.2852	-3.412	21.9833
O	5.4311	-3.9959	12.4539
O	0.4058	-4.6057	22.8814
O	3.2531	1.8221	18.0054
O	3.6013	5.5575	15.1589
O	7.5749	-5.2182	13.4476
O	3.6409	-2.9525	10.8492
O	4.2883	5.4167	20.8455
O	4.6175	2.1428	21.6238
O	-0.5745	-3.6531	19.7997
O	4.5967	-1.2985	12.6031
O	-1.7133	0.8935	19.5382
O	1.2903	2.6308	12.7815
O	7.7432	-1.2733	15.8107
O	5.6424	4.9732	8.7471
O	5.2167	0.5885	8.7456
O	8.6171	3.9878	15.3128
O	7.651	-3.378	11.4379
O	6.1549	4.9467	15.5878
O	0.1465	0.4558	11.7521
O	4.9636	1.2547	13.091
O	1.8918	6.1933	19.8826
O	-1.1834	1.7989	21.871
O	4.0917	-4.0937	7.9196
O	5.4509	2.7882	10.2772
O	6.5651	1.0608	15.1138
O	6.427	-4.4427	19.726
O	-0.9756	1.1213	16.8981
O	-0.3431	4.528	13.7674
O	1.5842	-4.3417	10.0809
O	5.5892	-2.1298	18.9197
O	1.2215	-1.8201	10.9647
O	-1.4828	1.5145	8.1749
O	5.8833	0.564	23.1144
O	2.0825	5.202	13.0969
O	3.7833	0.7098	10.8801
O	5.3831	-0.4481	16.9153
O	7.6685	-3.2574	17.61
O	8.057	-0.2529	21.8791
O	5.307	2.9569	19.2297
O	3.3051	-0.777	18.2626
O	3.1581	-3.3279	13.4787
O	1.2732	-3.9909	15.0646
O	1.2206	0.3901	19.2627
O	0.2918	2.9876	15.7944
O	6.8223	4.988	11.0493
O	7.5367	0.7231	17.5724
O	1.6326	-0.2487	21.8034
O	2.7342	3.7839	19.5247
O	0.1819	0.7736	14.3879
O	4.1565	4.286	17.3177
O	6.7049	3.2169	13.6354
O	-0.8769	-4.0838	10.9926
O	5.3138	0.3527	19.6455
O	8.023	-2.3674	20.0603
O	7.1763	1.95	20.8058
O	-1.087	-3.0158	16.0008
O	-1.5559	-1.2158	17.877
O	6.7818	-1.3745	8.0846

Results
free energy: -126870.574 eV
free energy less fixed offsets of O -568.88, Si -635.61 eV per atom: -2.094 eV

Forces (eV/angstrom), in the order of the atoms: element, x, y, z
Si	0.0004	-0.0329	-0.3794
Si	0.0403	0.2335	-0.35
Si	0.047	-0.0634	-0.4312
Si	-0.2199	0.0248	-0.2508
Si	0.1607	-0.0532	-0.2084
Si	-0.0017	-0.1308	-0.3069
Si	0.0036	-0.0368	-0.3058
Si	0.082	0.0672	-0.3394
Si	-0.0039	-0.1053	0.0464
Si	0.0138	-0.0659	-0.2286
Si	-0.0668	0.0771	-0.2179
Si	0.0301	0.1295	-0.1324
Si	0.1239	0.1329	-0.1822
Si	-0.0573	0.0735	-0.0905
Si	-0.028	-0.0523	-0.0634
Si	0.0738	-0.0939	-0.1546
Si	0.0757	0.0267	-0.009
Si	0.0192	0.0408	0.1195
Si	0.0257	-0.0232	0.0797
Si	0.1407	0.0852	0.0494
Si	-0.1021	-0.0035	0.1732
Si	-0.052	-0.0792	0.0925
Si	-0.0218	-0.0026	0.0131
Si	-0.0822	-0.0908	0.0514
Si	0.1475	0.0258	-0.1095
Si	-0.1181	-0.0546	-0.3422
Si	0.1019	-0.0291	-0.0912
Si	0.1301	0.0891	-0.1737
Si	-0.2647	-0.0677	0.1216
Si	-0.0312	0.0148	0.2911
Si	-0.2006	-0.2181	-0.1037
Si	0.2139	0.203	-0.0316
Si	-0.1142	-0.0163	0.2682
Si	-0.143	-0.0259	0.1767
Si	-0.2136	-0.2177	-0.216
Si	0.0889	0.0294	-0.2122
Si	0.1875	0.1016	-0.1466
Si	0.1439	-0.1335	-0.2306
Si	0.0847	0.0789	0.1243
Si	-0.0292	0.1582	0.257
Si	-0.0058	0.0538	-0.0307
Si	0.0176	-0.0298	-0.0741
Si	0.0096	-0.0161	-0.1703
Si	-0.0041	-0.0299	-0.0976
Si	-0.0735	0.0702	-0.0979
Si	0.0293	0.0033	-0.0527
Si	-0.0169	-0.0059	-0.0439
Si	-0.0507	0.0527	-0.0427
Si	-0.0904	-0.0146	0.1167
Si	0.0062	-0.0038	0.1426
Si	0.0006	-0.0613	0.2023
Si	0.0598	0.0107	0.1064
Si	0.0015	0.0065	0.2223
Si	0.0208	-0.0158	0.1262
Si	-0.0127	0.0173	0.1136
Si	0.1039	-0.0064	0.1652
Si	0.141	-0.1218	0.3517
Si	-0.0689	0.0969	0.4447
Si	-0.0167	0.0207	0.366
Si	0.0637	-0.0413	0.4354
Si	-0.013	-0.0147	0.3471
Si	-0.0467	0.0867	0.2403
Si	-0.1445	0.1337	0.4943
Si	-0.0583	-0.0212	0.4606
Si	0.0826	0.0429	-0.0247
Si	0.0161	-0.0964	-0.0104
Si	-0.0326	0.0217	-0.0316
Si	-0.0465	-0.0115	-0.037
Si	-0.0076	0.0431	-0.0164
Si	-0.0913	0.0006	-0.011
Si	0.0512	0.0055	0.0071
Si	0.0222	0.0015	-0.0253
Si	-0.0252	0.051	-0.0158
Si	-0.0159	0.0206	-0.0337
Si	0.0191	-0.0003	-0.0143
Si	0.0329	-0.0403	-0.0218
Si	0.0211	-0.0301	-0.0019
Si	0.0236	-0.0005	-0.0137
Si	-0.0487	0.0142	-0.0191
Si	-0.0024	-0.011	-0.0387
Si	0.0271	-0.0556	0.0236
Si	0.0219	-0.0084	0.02
Si	-0.0056	-0.0016	0.0174
Si	-0.0179	0.0318	0.0018
Si	-0.0196	0.0287	0.0196
Si	-0.0385	0.031	0.008
Si	0.0157	0.001	0.0299
Si	0.0231	-0.0309	0.0164
Si	-0.0458	0.043	-0.0145
Si	-0.0243	0.0283	-0.0052
Si	0.0248	-0.0532	0.0294
Si	0.0436	-0.0277	0.0327
Si	-0.0055	-0.0722	0.0328
Si	0.0373	0.0165	0.0252
Si	-0.0283	0.0194	0.0035
Si	0.0012	0.0413	-0.0031
Si	0.1045	0.1412	0.342
Si	-0.0197	-0.1173	-0.4592
Si	-0.0141	0.1314	-0.0027
Si	-0.1298	0.1776	0.1826
Si	0.1231	-0.0952	-0.064
Si	-0.0325	-0.1739	0.27
Si	-0.1074	-0.0074	-0.4483
Si	-0.0215	0.0223	0.4548
Si	0.1298	0.0764	-0.0864
Si	-0.0465	-0.1706	-0.1094
Si	-0.1034	-0.0153	-0.1872
Si	-0.0808	-0.0688	0.388
Si	0.0178	0.2356	0.0869
Si	-0.0388	-0.037	-0.4534
Si	-0.0162	0.0775	-0.2785
Si	0.0719	-0.0966	-0.1284
Si	-0.0462	0.0026	-0.1265
Si	0.0638	-0.0049	-0.4522
Si	0.107	-0.0046	0.0335
Si	-0.0635	-0.0321	0.0579
Si	0.051	0.018	0.0729
Si	0.0252	-0.0032	0.0259
Si	-0.1417	-0.2107	0.0221
Si	-0.0598	-0.0685	0.0903
Si	0.0366	-0.0913	0.4023
Si	-0.0615	-0.0965	-0.1216
Si	0.0595	0.0151	0.126
Si	0.0323	0.0196	-0.0737
Si	-0.0325	0.0353	-0.0991
Si	-0.1135	-0.0702	-0.0546
Si	0.0173	-0.0878	-0.2677
Si	0.0624	-0.0319	0.1421
O	0.0209	0.0559	0.1316
O	-0.0254	-0.0753	0.0031
O	0.04	0.006	-0.0264
O	0.0496	0.0131	-0.4007
O	-0.1392	-0.0841	0.375
O	-0.01	0.0105	-0.2671
O	0.141	-0.1667	-0.3718
O	-0.0771	-0.0115	-0.5342
O	-0.0763	0.0352	0.496
O	-0.0611	0.0401	-0.0153
O	0.0213	-0.0026	-0.0397
O	-0.0874	0.2169	-0.5129
O	-0.0213	0.0606	-0.1581
O	0.0142	-0.1246	-0.4125
O	-0.1719	0.0997	-0.5528
O	-0.0364	0.0213	0.151
O	-0.0254	0.035	-0.1864
O	0.0461	0.0084	0.2165
O	-0.0137	0.0648	0.1331
O	0.0297	-0.0313	0.407
O	0.0708	-0.079	0.3599
O	-0.0508	0.0902	0.2591
O	0.07	-0.0475	-0.0374
O	0.0112	0.0473	0.4768
O	0.003	0.0251	0.0284
O	0.0428	-0.0155	0.0205
O	0.0099	-0.0411	0.001
O	-0.1003	0.0121	-0.1753
O	0.1435	-0.0117	0.071
O	-0.0871	0.0126	0.5831
O	-0.1004	0.0694	0.2183
O	-0.027	0.0651	-0.0525
O	-0.1335	0.074	0.2174
O	0.0228	0.0531	-0.0309
O	-0.0006	-0.0274	0.0002
O	0.0439	-0.0282	-0.1659
O	0.0393	-0.0232	-0.1787
O	-0.02	-0.001	0.0337
O	0.0671	0.0569	-0.1345
O	0.0373	-0.0165	-0.0106
O	-0.0285	-0.0354	-0.1629
O	-0.0035	0.0575	-0.0791
O	0.0606	-0.0712	0.1568
O	0.0903	0.1631	0.3249
O	0.0379	-0.0396	-0.625
O	0.0077	-0.0007	-0.0041
O	0.0249	0.0367	-0.0367
O	-0.128	-0.1623	0.2619
O	-0.0373	0.0204	0.0328
O	-0.0352	0.0173	-0.1041
O	0.0461	-0.054	-0.0512
O	0.0535	-0.0415	0.0886
O	0.0371	0.0033	-0.1115
O	0.0861	-0.1256	-0.3778
O	0.0268	0.0801	0.1681
O	-0.0996	-0.0223	-0.0782
O	0.0659	0.1709	-0.2893
O	0.0679	0.0334	0.0221
O	-0.0104	0.0013	0.0752
O	-0.2159	-0.1039	0.4318
O	0.0968	-0.057	0.2127
O	0.0342	0.0122	0.0019
O	-0.0366	0.0346	0.0075
O	-0.0307	-0.0083	-0.0321
O	-0.1265	-0.1077	0.2246
O	-0.0678	0.0588	0.0669
O	-0.0314	-0.2678	-0.3132
O	0.0491	0.0032	0.0882
O	0.1362	-0.0196	0.5361
O	-0.0019	0.0762	0.1586
O	-0.0232	0.0253	-0.0041
O	0.01	0.0147	0.0538
O	0.0177	-0.0334	-0.0235
O	0.0136	-0.0637	-0.0868
O	0.0504	0.1319	0.1957
O	0.0407	0.095	0.1835
O	0.2041	0.073	0.0753
O	0.0151	-0.0087	0.0005
O	0.0158	0.0658	0.1468
O	0.1092	0.0211	-0.5564

The program warned: the cutoff lies below the one the program advises for these potential files; the exchange-correlation potential is rough where the density is thin.
